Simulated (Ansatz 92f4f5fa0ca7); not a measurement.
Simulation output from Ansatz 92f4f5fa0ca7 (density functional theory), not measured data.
Periodic cell of 225 atoms, Si132O91B2, from a study of silicon, its oxide and their interface. The atomic structure is a simulated model.
Doubt: the cutoff is far below the 930 eV that the study's wrapper takes by default for these files, so forces and energies are approximate.
This geometry differs little from another in the collection (a relaxation step or a small displacement).

Settings
functional: PBE
potential files: Ansatz PAW
basis: plane waves
wave-function cutoff: 580 eV
density cutoff ratio: 5
exchange-correlation grid ratio: 1
k mesh: 1 x 1 x 1, Gamma-centred
self-consistency stop: 5e-08 eV per atom in the density residual
occupations: fixed
spin: none
net charge: 0

Cell vectors (angstrom)
a 10.938 0 0
b 0 10.938 0
c 0 0 31.9494

Atoms and the computed forces on them: element, x, y, z (angstrom), force x, y, z (eV/angstrom)
Si 10.5726 0.142 24.5373 -0.0259 -0.0039 0.0856
Si 5.03 0.2257 24.6687 0.0444 0.0461 -0.0214
Si 2.7776 2.4003 24.4976 -0.0019 0.0437 -0.03
Si 8.498 2.5395 24.6053 -0.0006 -0.0344 0.1121
Si 10.7162 5.702 24.3494 0.0381 0.05 -0.0511
Si 5.0937 5.676 24.4498 -0.0056 -0.0368 -0.0588
Si 2.9099 8.002 24.3869 -0.0205 -0.0246 -0.0485
Si 8.3898 7.9002 24.4311 0.0258 0.0385 0.0157
Si 1.274 1.2543 25.8693 -0.0763 0.0545 -0.0559
Si 6.7656 1.4011 25.7817 0.0142 -0.0009 -0.0067
Si 3.9421 4.0805 25.7501 -0.0157 0.0004 -0.0004
Si 9.6643 4.1225 25.8404 -0.0044 -0.0494 0.0128
Si 1.3125 6.8686 25.7237 -0.0213 -0.0075 0.0256
Si 6.7661 6.7742 25.7385 0.0237 0.0234 -0.0438
Si 3.9488 9.5354 25.9129 0.0058 0.0199 -0.0152
Si 9.4367 9.5115 25.8427 -0.0448 0.0326 -0.025
Si 2.6093 -0.0642 27.2737 0.0434 -0.0246 0.0299
Si 8.0853 -0.0122 27.1802 0.0645 0.0335 -0.0396
Si 0.0342 2.7468 27.2259 -0.0048 -0.0213 -0.0367
Si 5.4064 2.7895 27.1373 0.0108 -0.0428 0.0004
Si 2.6343 5.468 27.1414 0.0131 0.0343 -0.0124
Si 8.1572 5.437 27.1331 0.0341 -0.0297 0.0346
Si -0.0292 8.2203 27.1606 0.0286 -0.0263 0.0168
Si 5.4638 8.2001 27.1479 -0.0041 0.0021 0.046
Si 4.0628 1.3647 28.5083 0.033 0.0134 -0.0109
Si 9.5245 1.371 28.5126 -0.0425 -0.0328 -0.0226
Si 1.3595 4.1139 28.5867 0.0496 -0.0281 0.0428
Si 6.7989 4.1031 28.5323 -0.0037 -0.0045 0.0077
Si 4.0744 6.8239 28.4903 -0.016 -0.044 -0.0201
Si 9.5289 6.8258 28.4986 0.0332 -0.0121 -0.0224
Si 1.288 9.5366 28.6213 -0.0324 -0.0534 0.0578
Si 6.7833 9.5632 28.5657 0.0045 -0.0385 0.0326
Si -0.0485 0.0245 29.9189 0.0198 -0.0124 -0.0091
Si 5.4381 0.0193 29.9025 -0.0081 -0.0104 -0.0046
Si 2.7409 2.7339 29.9096 -0.0268 0.0417 -0.0076
Si 8.1801 2.7424 29.8938 -0.001 0.0123 -0.014
Si -0.0273 5.4869 29.9026 -0.0366 -0.004 -0.0069
Si 5.4477 5.4821 29.8911 0.0039 0.0031 0.002
Si 2.7365 8.186 29.905 -0.0324 0.0434 -0.0165
Si 8.198 8.2043 29.8928 -0.0307 0.0239 0.009
Si 1.3673 1.3673 31.2657 0.0199 0.1137 -0.008
Si 6.8362 1.3673 31.2657 -0.002 0.0491 -0.0119
Si 4.1018 4.1018 31.2657 0.045 -0.0037 0.0379
Si 9.5708 4.1018 31.2657 -0.1369 -0.03 -0.03
Si 1.3673 6.8362 31.2657 -0.0033 -0.0316 0.0432
Si 6.8362 6.8362 31.2657 0.0053 0.0557 -0.0749
Si 4.1018 9.5708 31.2657 -0.089 0.0116 0.0114
Si 9.5708 9.5708 31.2657 -0.2374 -0.0496 0.1053
Si 2.7345 0 0.6835 0.0332 0.0074 -0.0234
Si 8.2035 0 0.6835 0.0151 -0.0003 -0.1186
Si 0 2.7345 0.6835 0.1164 0.0577 -0.0033
Si 5.469 2.7345 0.6835 0.0328 0.0561 0.0511
Si 2.7345 5.469 0.6835 -0.0249 -0.0642 -0.0866
Si 8.2035 5.469 0.6835 0.0435 0.0674 -0.0624
Si 0 8.2035 0.6835 0.0794 0.0565 0.0779
Si 5.469 8.2035 0.6835 0.1132 0.1045 0.0282
Si 4.1094 1.3674 2.0576 0.0103 -0.0112 -0.006
Si 9.6053 1.3419 2.0374 -0.0229 0.0103 0.0137
Si 1.3624 4.1254 2.0522 0.0275 -0.0192 -0.0062
Si 6.8355 4.1254 2.0375 0.0397 -0.0253 0.0294
Si 4.1007 6.8394 2.0362 0.0034 -0.0113 0.0105
Si 9.5826 6.831 2.0586 -0.0068 -0.008 -0.0016
Si 1.3663 9.5955 2.0482 0.0381 -0.0074 0.018
Si 6.8355 9.6035 2.0453 0.0371 -0.0202 -0.0023
Si 0.0477 0.0262 3.4622 -0.0024 0.012 0.0202
Si 5.5034 0.0311 3.4456 -0.0105 -0.0008 0.0366
Si 2.7402 2.7559 3.393 -0.0482 0.0109 -0.0096
Si 8.2691 2.7676 3.3336 0.0333 0.0272 -0.0702
Si 0.0452 5.5071 3.4592 0.0215 0.0228 0.0395
Si 5.4935 5.5154 3.413 -0.0213 0.0233 0.002
Si 2.759 8.2372 3.3812 -0.0086 0.0078 -0.0279
Si 8.2582 8.2736 3.3797 0.0187 0.0711 -0.0232
Si 1.4161 1.4267 4.8335 -0.018 0.0005 -0.0253
Si 6.9499 1.4532 4.7183 -0.0462 -0.0276 0.0363
Si 4.0988 4.1281 4.7349 0.021 0.0181 0.0161
Si 9.6329 4.0547 4.7596 -0.0146 0.0115 0.0018
Si 1.4095 6.9571 4.8138 -0.0493 -0.0084 0.0089
Si 6.8681 6.9691 4.7159 -0.0153 -0.0441 0.0247
Si 4.1271 9.5495 4.7795 0.0104 0.033 -0.0013
Si 9.6544 9.5607 4.8278 0.0017 -0.0223 -0.0183
Si 2.8005 0.0094 6.1303 0.0393 -0.0106 0.0182
Si 8.3405 0.099 6.0847 -0.0115 0.0004 0.0145
Si 0.0637 2.7748 6.2771 0.0119 0.003 0.0177
Si 5.5615 2.8241 6.0508 0.0144 -0.0123 0.0101
Si 2.803 5.5745 6.0971 0.0088 0.006 0.0082
Si 8.2956 5.5765 5.9287 0.0044 -0.0076 0.0121
Si 0.1064 8.2933 6.3403 0.0197 -0.0091 0.0061
Si 5.5381 8.2804 6.211 -0.0014 0.0138 0.0185
Si 4.4799 1.1587 7.2956 -0.0066 -0.0206 -0.0262
Si 9.8818 1.1213 7.5976 0.0026 -0.0092 -0.0034
Si 1.2371 4.4828 7.4556 -0.0021 -0.0129 -0.0263
Si 6.6982 4.5212 7.2359 -0.0045 -0.0083 -0.0289
Si 4.3684 6.6709 7.5163 -0.0102 -0.0044 -0.016
Si 9.8028 6.5882 7.4395 0.0137 0.0104 -0.0499
Si 1.3426 9.9047 7.7077 -0.0072 -0.0214 -0.0211
Si 6.7702 9.9376 7.4041 -0.0033 0.0022 -0.0349
O 9.5261 1.3468 24.0513 -0.0605 0.0421 -0.075
O 4.0442 6.8642 23.9322 -0.0303 0.0381 0.0332
O 3.9648 1.3331 24.0223 -0.011 -0.0291 0.0444
O 9.5373 6.8044 23.9063 -0.0048 -0.0372 0.0149
O 0.038 5.5232 7.9694 -0.0194 -0.0196 0.0144
O 5.6197 0.1014 7.8908 -0.0022 0.0086 0.0216
O 0.133 0.0575 8.1358 0.001 0.0035 -0.0013
O 5.585 5.5889 7.8599 0.0136 -0.0179 -0.0017
O 7.6609 3.9355 8.4206 0.0061 -0.0093 0.0036
O 8.8222 7.0242 8.701 -0.0008 -0.0041 0.0129
O 2.2235 9.3954 9.0547 0.0141 -0.0067 0.019
O 8.9873 1.6577 8.9027 -0.0049 0.0098 0.004
O 7.6622 9.4386 8.7047 -0.0002 -0.0055 0.0032
O 3.6573 1.7999 8.557 0.0056 0.0156 -0.0096
O 3.6109 7.1571 8.9211 0.0023 -0.0007 -0.0026
O 2.1344 4.0064 8.7628 0.0031 0.001 0.0066
O 8.0166 3.5588 23.3996 -0.0068 -0.0025 -0.0337
O 0.5578 5.1469 22.9712 0.014 -0.0285 0.0014
O 1.9126 2.8875 23.1749 0.0126 -0.0086 -0.0033
O 5.696 4.9227 23.1059 0.0046 -0.0002 0.0185
O 5.5152 10.126 23.498 0.0055 -0.0123 0.001
O 2.2665 8.6337 22.981 0.0055 0.0026 0.0078
O 0.1792 10.2527 23.2233 0.01 0.0165 0.016
O 7.7391 8.622 23.09 -0.0162 0.0065 -0.0069
Si 8.5549 7.7862 18.5987 -0.0038 -0.0007 -0.0022
Si 8.9287 6.2995 13.7165 0.0026 -0.0003 -0.0078
Si 3.8591 1.2163 14.5288 -0.0064 -0.011 -0.0099
B 2.3443 4.8497 17.0575 -0.0026 -0.0182 0.0065
Si 2.4319 3.1228 19.4613 -0.0065 -0.0097 0.0073
Si 9.8769 8.951 12.0958 0.0004 -0.0027 -0.0046
Si 1.1929 9.5494 22.1595 0.0015 0.0003 -0.0174
Si 9.2184 0.8918 13.2507 0.0009 -0.0057 -0.0083
Si 1.4456 4.8826 13.0223 0.0021 0.0011 -0.0036
Si 1.8367 8.0915 12.8119 0.0011 -0.0062 -0.0139
Si 6.6144 9.6068 22.4363 0.0031 -0.0225 0.0097
Si 4.7127 4.2335 15.4414 -0.0072 -0.0115 -0.0078
Si 8.2525 2.966 9.5634 0.0099 -0.0014 0.0017
B 0.0674 8.9464 19.6974 0.015 0.0177 0.0093
Si 6.9186 1.375 21.111 -0.0069 -0.0055 0.0043
Si 8.2796 8.2465 9.6321 0.0017 0.0029 0.0036
Si 10.9975 5.0799 15.6523 0.0183 -0.0068 -0.0024
Si 7.5537 9.4466 16.3621 0.0009 -0.0035 -0.0097
Si 9.8564 2.2769 20.4361 0.0029 -0.0017 0.0016
Si 3.2617 8.4273 9.9194 -0.0088 0.0088 -0.0072
Si 6.7211 3.2879 17.4046 -0.0021 0.0022 0.0009
Si 1.0466 0.3492 19.9863 -0.0044 -0.0132 -0.0038
Si 3.2813 2.6658 12.2392 -0.0078 -0.0107 -0.0053
Si 7.1312 5.4311 19.7008 -0.0043 0.0104 -0.0028
Si 5.8435 8.4929 11.4741 0.0014 -0.0002 -0.0013
Si 5.9614 5.9236 13.1282 0.0035 0.0023 -0.0111
Si 4.5743 9.6737 17.6409 0.0055 -0.0121 -0.0033
Si 1.0241 3.7973 22.1462 0.0123 0.004 0.0166
Si 4.8782 1.4508 18.8367 0.0002 -0.0041 -0.0091
Si 3.2509 3.0677 9.4708 -0.0116 -0.0135 -0.0063
Si 6.5632 10.585 13.7309 0.0039 -0.0083 -0.0098
Si 10.3392 0.0773 16.0548 -0.0043 -0.0026 -0.004
Si 5.7311 3.5532 11.0962 -0.0013 -0.0023 -0.0011
Si 9.8942 3.8104 11.9312 -0.0021 -0.0065 0.0003
Si 2.2953 9.7869 15.5558 0.0028 -0.0019 -0.0081
Si 5.9417 8.1446 19.8785 0.0017 -0.0064 -0.0036
Si 6.8076 3.9727 22.3917 -0.0143 0.0082 0.0031
Si 9.7717 2.7291 17.4424 0.0032 -0.0073 -0.0066
O 7.3184 6.2693 13.9839 0.0004 -0.0063 0.0055
O 10.2243 3.9729 16.5266 0.0001 -0.0034 0.0065
O 6.1023 9.8872 17.0273 -0.0032 -0.0009 0.0057
O 10.1535 0.7112 14.5646 -0.0017 -0.0003 0.0012
O 8.4055 6.2019 19.0048 -0.003 -0.0095 0.0026
O 5.1663 0.2797 14.2736 -0.004 -0.0041 0.005
O 5.6615 2.0694 17.562 -0.0013 -0.0032 0.0041
O 8.2639 2.1113 20.6049 -0.0036 -0.0007 0.0009
O 2.1276 4.077 18.1782 0.002 0.0206 -0.0187
O 6.9779 2.6421 10.5465 -0.0052 -0.0016 0.0017
O 4.9194 2.617 12.1536 0.0051 -0.0022 -0.0008
O 6.1903 4.1779 16.149 0.0003 -0.0007 0.002
O 4.6179 3.8924 9.9124 0.0042 0.0008 0.0004
O 10.5676 3.1095 21.6422 0.0088 0.0029 0.0043
O 9.9028 6.1677 15.0564 0.0007 -0.0019 0.0038
O 5.9108 6.5084 19.8838 0.0019 -0.0036 0.0021
O 4.0518 0.1619 18.2748 -0.0024 -0.0027 0.0058
O 9.3865 10.4817 12.346 -0.0009 -0.0042 0.0044
O 2.8753 4.1537 12.7902 0.004 -0.0045 0.0058
O 1.9109 10.7618 21.2911 -0.0081 -0.0183 -0.0045
O 3.9935 2.6455 19.5219 0.0007 -0.0012 0.0023
O 0.6976 9.9715 16.0009 -0.0016 -0.0061 0.0061
O 0.777 9.9583 19.0479 -0.0035 -0.0007 0.0112
O 1.6717 1.6741 19.3002 -0.0018 0.0022 0.0023
O 8.8999 10.3808 16.5503 0.0027 -0.0009 0.0042
O 4.7577 8.595 18.8554 -0.0032 0.0024 -0.0006
O 9.5723 8.7078 10.5113 -0.0029 -0.0055 -0.0002
O 6.6942 4.1983 18.7499 0.0013 -0.0045 -0.0046
O 2.9121 1.4287 13.2054 0.0062 -0.0032 0.0033
O 5.7158 8.7895 21.3493 -0.0021 0.0028 0.0021
O 2.5742 2.4175 10.8027 0.001 -0.0008 0.0066
O 7.4806 4.8218 21.1697 -0.0031 -0.0052 -0.0001
O 5.3281 7.3138 12.5046 0.0007 -0.0064 0.002
O 0.5097 8.9301 12.4359 0.0012 -0.0085 0.004
O 7.6118 0.9068 13.5942 0.0008 -0.0037 0.0033
O 7.1932 9.4592 14.7622 -0.0008 -0.0023 0.0045
O 9.1549 4.9646 12.8061 -0.0004 -0.0037 0.0006
O 8.0798 8.024 17.0274 -0.0011 -0.0063 0.0062
O 6.1177 2.5431 21.9491 0.0074 -0.0026 0.0006
O 2.4265 8.8767 14.1573 -0.0018 -0.0044 0.0072
O 0.5013 4.3261 11.8119 -0.0004 -0.0056 0.0028
O 0.3165 8.6697 21.0431 -0.0021 -0.0049 -0.0031
O 9.3579 3.8041 10.402 -0.0052 -0.0057 -0.0036
O 9.6633 2.3016 12.5469 0.0014 -0.0016 0.0024
O 7.4572 8.6441 19.4678 -0.0001 -0.0027 -0.0014
O 2.6389 8.0393 11.3822 -0.0053 -0.0046 0.0087
O 4.2514 2.7047 15.0693 0.0007 0.0033 0.0025
O 0.7793 4.3162 14.3993 -0.001 -0.0006 0.0128
O 10.0721 3.0615 19.0151 -0.0006 -0.0042 -0.0006
O 9.2207 7.7387 12.9882 0.0007 -0.0044 0.0027
O 10.4698 0.7704 20.4445 0 0.0008 -0.0011
O 6.2412 4.9047 11.8588 -0.0036 -0.0102 0.0005
O 8.1682 2.5947 17.1651 0.0034 0.0003 0.0042
O 3.5621 4.8528 16.4214 -0.0103 -0.0035 0.0058
O 4.7242 9.03 10.3872 0.0051 -0.0013 0.0022
O 1.5724 6.5062 13.1536 -0.0009 -0.003 0.0021
O 4.9122 5.2517 14.1808 0.0026 -0.004 0.0035
O 1.9677 3.9626 20.7983 -0.0049 -0.0041 0.0074
O 10.5721 1.3516 17.0619 -0.001 -0.0004 0.0046
O 1.3006 5.6465 16.5721 -0.0111 -0.0039 -0.0061
O 7.3607 10.9591 21.899 -0.0056 0.0037 0.0042
O 5.9549 0.881 19.9107 -0.0005 0.0007 0.0036
O 6.3217 9.8088 12.3153 -0.0002 -0.0019 0.0005
O 2.8472 0.3903 15.4855 0.0004 0.0012 0.0036
O 7.0846 7.8013 10.6511 -0.0069 -0.006 0.0028
O 10.0634 8.2558 18.9703 0.0024 0.0031 0.0092
O 3.3725 9.1231 16.6427 -0.0053 -0.0075 0.0061

Results
free energy: -135980.191 eV
free energy less fixed offsets of B -154.04, O -568.88, Si -635.61 eV per atom: -3.511 eV

The program warned: the cutoff lies below the one the program advises for these potential files; the exchange-correlation potential is rough where the density is thin.
